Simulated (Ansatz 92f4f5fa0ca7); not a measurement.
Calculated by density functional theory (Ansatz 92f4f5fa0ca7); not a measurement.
Periodic cell of 224 atoms, Si133O89H1N1, from a study of silicon, its oxide and their interface. The atomic structure is a simulated model.
Doubt: the cutoff is far below the 930 eV that the study's wrapper takes by default for these files, so forces and energies are approximate.
This geometry differs little from another in the collection (a relaxation step or a small displacement).

Settings
functional: PBE
potential files: Ansatz PAW
basis: plane waves
wave-function cutoff: 580 eV
density cutoff ratio: 5
exchange-correlation grid ratio: 1
k mesh: 1 x 1 x 1, Gamma-centred
self-consistency stop: 5e-08 eV per atom in the density residual
occupations: fixed
spin: none
net charge: 0

Cell vectors (angstrom)
a, 10.938, 0, 0
b, 0, 10.938, 0
c, 0, 0, 32.3145

Atoms: element, x, y, z (angstrom)
Si, 0.1819, -0.1631, 24.908
Si, 5.3723, 0.1434, 24.7856
Si, 3.1002, 2.3767, 24.8069
Si, 8.0384, 3.0324, 24.8455
Si, -0.2322, 5.8095, 24.6967
Si, 5.7985, 5.2394, 25.0382
Si, 2.4458, 8.5565, 24.84
Si, 8.5016, 8.0931, 24.8899
Si, 1.4276, 1.3846, 26.1593
Si, 6.9052, 1.3676, 26.115
Si, 4.1354, 4.0427, 26.1609
Si, 9.6448, 4.1769, 26.1086
Si, 1.3826, 6.8591, 26.0928
Si, 6.9351, 6.8818, 26.2278
Si, 4.136, 9.5772, 26.1364
Si, 9.6294, 9.5902, 26.268
Si, 2.7574, -0.011, 27.5411
Si, 8.2072, 0.0069, 27.54
Si, 0.021, 2.7515, 27.4938
Si, 5.5002, 2.6893, 27.5376
Si, 2.7382, 5.4541, 27.4799
Si, 8.2602, 5.4673, 27.5581
Si, 0.0366, 8.1685, 27.5638
Si, 5.4723, 8.1987, 27.5246
Si, 4.1018, 1.3673, 28.8963
Si, 9.5708, 1.3673, 28.8963
Si, 1.3673, 4.1018, 28.8963
Si, 6.8362, 4.1018, 28.8963
Si, 4.1018, 6.8362, 28.8963
Si, 9.5708, 6.8362, 28.8963
Si, 1.3673, 9.5708, 28.8963
Si, 6.8362, 9.5708, 28.8963
Si, 0, 0, 30.2635
Si, 5.469, 0, 30.2635
Si, 2.7345, 2.7345, 30.2635
Si, 8.2035, 2.7345, 30.2635
Si, 0, 5.469, 30.2635
Si, 5.469, 5.469, 30.2635
Si, 2.7345, 8.2035, 30.2635
Si, 8.2035, 8.2035, 30.2635
Si, 1.3673, 1.3673, 31.6308
Si, 6.8362, 1.3673, 31.6308
Si, 4.1018, 4.1018, 31.6308
Si, 9.5708, 4.1018, 31.6308
Si, 1.3673, 6.8362, 31.6308
Si, 6.8362, 6.8362, 31.6308
Si, 4.1018, 9.5708, 31.6308
Si, 9.5708, 9.5708, 31.6308
Si, 2.7345, 0, 0.6835
Si, 8.2035, 0, 0.6835
Si, 0, 2.7345, 0.6835
Si, 5.469, 2.7345, 0.6835
Si, 2.7345, 5.469, 0.6835
Si, 8.2035, 5.469, 0.6835
Si, 0, 8.2035, 0.6835
Si, 5.469, 8.2035, 0.6835
Si, 4.1018, 1.3673, 2.0507
Si, 9.5708, 1.3673, 2.0507
Si, 1.3673, 4.1018, 2.0507
Si, 6.8362, 4.1018, 2.0507
Si, 4.1018, 6.8362, 2.0507
Si, 9.5708, 6.8362, 2.0507
Si, 1.3673, 9.5708, 2.0507
Si, 6.8362, 9.5708, 2.0507
Si, 0, 0, 3.418
Si, 5.469, 0, 3.418
Si, 2.7345, 2.7345, 3.418
Si, 8.2035, 2.7345, 3.418
Si, 0, 5.469, 3.418
Si, 5.469, 5.469, 3.418
Si, 2.7345, 8.2035, 3.418
Si, 8.2035, 8.2035, 3.418
Si, 1.3047, 1.3851, 4.7025
Si, 6.815, 1.3668, 4.7956
Si, 4.0845, 4.098, 4.8156
Si, 9.5075, 4.1541, 4.7596
Si, 1.3449, 6.8597, 4.842
Si, 6.7635, 6.9225, 4.7772
Si, 4.1009, 9.5843, 4.801
Si, 9.6742, 9.4714, 4.7699
Si, 2.6961, 0.0592, 6.0437
Si, 8.198, -0.1381, 5.9713
Si, -0.1695, 2.6533, 6.0335
Si, 5.4648, 2.7264, 6.2326
Si, 2.6533, 5.4531, 6.1978
Si, 8.1629, 5.5789, 6.0905
Si, 0.0591, 8.1932, 6.3697
Si, 5.4131, 8.2574, 6.2747
Si, 3.7418, 1.6152, 7.438
Si, 9.6241, 1.0351, 7.3652
Si, 1.4041, 3.7485, 7.3032
Si, 6.5646, 4.4708, 7.3864
Si, 4.2198, 6.6469, 7.5379
Si, 9.2964, 7.0022, 7.6081
Si, 1.2136, 9.9873, 7.5465
Si, 7.1505, 9.363, 7.4891
O, 9.5403, 6.9272, 24.3669
O, 4.2401, 1.2656, 24.3744
O, 8.177, 8.1693, 8.0748
O, 2.647, 2.7917, 7.7993
O, 6.8676, 4.1275, 24.42
O, 1.2965, 9.6656, 24.4052
O, 3.6773, 7.2514, 8.9958
O, -0.0436, 0.0923, 7.7904
O, 5.3974, 5.5393, 7.8703
O, 6.7826, 10.3955, 8.7513
O, 9.6754, 6.0033, 8.8971
N, 1.9178, 9.9164, 9.1679
O, 3.9495, 0.8799, 8.9175
O, 0.4256, 3.9458, 8.6198
O, 8.8189, 1.2739, 8.8044
O, 0.1958, 10.26, 11.3407
O, 8.0843, 8.9256, 23.5285
O, 8.7227, 2.5018, 23.4426
O, 5.0751, 6.1114, 23.8495
O, 2.519, 2.8195, 23.3506
O, 10.3651, 0.4064, 23.5559
O, 0.2724, 5.3541, 23.1902
O, 3.0016, 8.0459, 23.3902
O, 5.9573, 10.4723, 23.3566
Si, 9.8421, 1.6418, 22.6259
Si, 2.8737, 7.7005, 21.8108
Si, 4.7622, 10.0716, 15.418
Si, 9.7312, -0.0142, 17.596
Si, 4.2606, 0.2941, 12.6897
Si, 4.6145, 5.163, 11.6028
Si, 7.5597, 0.6215, 9.6265
Si, 1.7493, 2.862, 21.9289
Si, 6.0619, 2.6219, 19.2006
Si, 6.0579, 7.6418, 18.3724
Si, 6.7113, 3.4678, 10.2047
Si, 3.2454, 12.5977, 19.471
Si, 2.5631, 6.8317, 10.1316
Si, 5.3858, 15.0644, 14.3188
Si, 10.8457, -2.8449, 17.5459
Si, 13.3546, -1.7576, 16.9108
Si, 8.0125, 11.3787, 20.3232
Si, 2.8691, 11.1644, 9.9479
Si, 6.6546, 7.2394, 12.6994
Si, 9.7315, 6.0376, 19.4682
Si, -4.0566, -1.5455, 22.533
Si, 6.0105, 6.5623, 15.6251
Si, 12.3939, 12.1591, 16.8271
Si, 7.2192, 10.3502, 12.3319
Si, 10.9875, 5.2401, 9.5217
Si, 5.3831, 6.5541, 22.3246
Si, 6.9127, 5.4432, 20.2129
Si, 1.9431, 2.0089, 13.8148
Si, 5.7463, 1.7842, 16.1571
Si, 0.89, 9.1538, 10.3472
Si, 0.6001, 0.8714, 11.6603
Si, -2.8518, 4.6329, 12.7922
Si, 0.825, 5.5364, 21.654
Si, 3.8702, -1.3962, 19.5496
Si, 19.4458, 6.6913, 17.1103
Si, 7.6664, 10.7376, 15.2145
Si, -0.1346, 3.5873, 12.2474
O, 10.6665, 7.2945, 18.9743
O, 1.7857, 1.3011, 10.5927
O, 18.489, 6.0943, 15.9588
O, 1.7933, 13.0263, 15.455
O, 8.884, 10.5156, 16.2544
O, 0.1721, 2.5524, 22.189
O, 1.9005, 8.0422, 11.0333
O, -5.7036, 4.0879, 10.5384
O, 6.7204, 1.3926, 20.0435
O, 12.263, -2.9579, 16.7365
O, 5.4036, 7.3179, 16.9204
O, -0.4897, 13.041, 11.5935
O, 6.0381, 7.3697, 14.2088
O, 1.054, 11.7003, 13.236
O, 7.1274, 12.2572, 15.4282
O, 5.5732, 6.4841, 11.7342
O, 4.1488, 10.1636, 13.9118
O, 9.1479, 1.1183, 21.2619
O, -0.3046, 9.6367, 17.9863
O, 5.8809, 6.3338, 19.3159
O, 6.1591, 2.4132, 17.5855
O, -0.2724, 5.1999, 20.4878
O, 7.6686, 7.7923, 18.0466
O, 7.2907, 4.0128, 8.7876
O, 16.8344, 0.3948, 12.4736
O, 1.9515, 4.3908, 21.4037
O, 9.1323, 5.461, 18.0306
O, 1.3164, 6.2354, 9.2846
O, -2.7809, -0.4082, 13.6683
O, 9.7475, 7.5263, 16.4742
O, 6.5706, 1.8479, 10.0542
O, 8.002, 6.2828, 12.6979
O, -4.0097, 3.9426, 19.5983
O, 10.7867, 1.2188, 17.2586
O, 3.9989, 11.1538, 19.5659
O, 5.3245, 8.9186, 19.0787
O, 8.0579, -0.1124, 11.0107
O, 15.3989, 2.7616, 19.5298
O, 6.9013, -2.1904, 12.1397
O, 5.0689, 5.2735, 15.4221
O, -0.4182, 8.4456, 9.6592
O, 3.6648, -0.3166, 11.2887
O, 6.3487, 5.3947, 21.7306
O, 1.2577, 3.3742, 13.1351
O, 7.461, -0.8851, 21.1428
O, 3.9843, 6.5541, 21.4984
O, 15.948, 2.7874, 15.1277
O, 6.9597, 4.1265, 13.8658
O, 13.6663, 9.114, 18.496
O, 3.4581, 12.5981, 13.1918
O, 6.0274, 8.0515, 22.1771
O, 4.6915, -10.4073, 16.2927
O, 3.2829, 9.0405, 20.982
O, 7.7647, 3.9269, 11.354
O, 17.3163, -1.2136, 15.4681
O, 2.3427, 1.7823, 18.0976
O, 3.1602, 5.6839, 11.1154
O, 4.4346, 4.3892, 13.0276
O, -0.0455, 4.74, 11.0747
O, 12.7749, -0.3136, 16.4486
O, 8.3533, 6.2119, 20.3363
O, 1.4165, 7.0532, 21.4556
O, 8.7131, 11.1626, 18.8532
O, 25.6522, -1.977, 16.0627
O, 2.3109, 1.8407, 20.7938
O, -1.3591, 4.1168, 13.2148
H, -1.2657, 8.8324, 9.9467

Results
free energy: -135566.451 eV
free energy less fixed offsets of H -15.97, N -385.13, O -568.88, Si -635.61 eV per atom: 1.099 eV

Forces (eV/angstrom), in the order of the atoms: element, x, y, z
Si, 0.0044, -0.0091, 0.0001
Si, 0.005, -0.0019, 0.0066
Si, -0.0012, -0.0036, -0.0087
Si, 0.0011, -0.0024, 0.0073
Si, -0.0021, 0.004, 0.0027
Si, 0.0006, -0.0059, -0.0016
Si, -0.0112, -0.0003, -0.0043
Si, 0.0044, -0.0026, -0.0016
Si, -0.0004, -0.0066, 0.0061
Si, -0.002, 0.0001, -0.0055
Si, -0.0004, -0.0022, 0.0067
Si, -0.0058, 0.0022, -0.0028
Si, -0.0063, 0.0058, 0.002
Si, 0.0033, 0.0047, 0.0063
Si, -0.0016, 0.0071, 0.0001
Si, 0.0056, -0.0058, 0.0045
Si, -0.0017, -0.0002, -0.0048
Si, 0.0021, 0.0007, -0.0046
Si, 0.0034, 0.002, -0.0012
Si, -0.0016, 0.002, 0.0006
Si, 0.0019, 0.0009, -0.0018
Si, 0.0013, -0.0013, -0.0032
Si, 0.0021, 0.0024, -0.0098
Si, 0.0022, -0.0035, 0
Si, 0.0863, -0.115, 0.1905
Si, 0.1037, 0.1879, -0.1526
Si, 0.0149, 0.1076, -0.1675
Si, 0.133, -0.0634, -0.0339
Si, -0.0874, -0.1285, -0.2198
Si, 0.2364, -0.0421, 0.4438
Si, 0.2101, -0.0732, 0.1682
Si, -0.1176, 0.0769, -0.0092
Si, 0.0273, 0.0237, -0.0366
Si, -0.0343, 0.005, 0.0214
Si, 0.0456, 0.0339, -0.0483
Si, 0.0215, 0.0647, 0.0061
Si, 0.0051, 0.0791, 0.0292
Si, -0.0129, -0.0092, -0.0411
Si, -0.0382, 0.0501, 0.0221
Si, 0.0281, -0.0014, -0.0289
Si, 0.0094, -0.0138, -0.0178
Si, 0.0213, -0.0333, -0.0283
Si, -0.0134, -0.0218, -0.0089
Si, -0.0088, -0.0266, -0.0268
Si, 0.0071, -0.0648, -0.0207
Si, 0.0072, 0.0023, -0.0138
Si, 0.0545, 0.0062, -0.016
Si, -0.0094, 0.0159, -0.0086
Si, 0.0004, -0.0416, 0.0013
Si, -0.0578, 0.0658, -0.002
Si, -0.0194, 0.0223, 0.0398
Si, -0.0219, 0.0438, 0.0253
Si, -0.0375, 0.0711, -0.0021
Si, 0.0566, -0.0168, 0.0025
Si, 0.0398, -0.0068, 0.0246
Si, -0.0186, -0.0012, 0.0503
Si, -0.041, -0.05, 0.0031
Si, -0.0437, -0.1279, 0.0293
Si, 0.1117, 0.0143, 0.0139
Si, -0.0138, -0.0375, 0.0121
Si, -0.0372, -0.1287, 0.0281
Si, -0.1196, -0.0775, -0.0265
Si, -0.0264, 0.0936, -0.0378
Si, 0.1559, 0.0811, 0.0151
Si, -0.0292, -0.4713, -0.5481
Si, -0.0836, 0.0629, -0.0048
Si, -0.0241, 0.1988, -0.1408
Si, -0.2753, 0.0535, -0.0286
Si, 0.0203, 0.2392, 0.1329
Si, -0.1892, 0.0444, 0.1403
Si, -0.063, -0.0287, 0.2823
Si, 0.1092, -0.0278, -0.1285
Si, 0.0103, -0.0037, 0.0103
Si, 0.0046, -0.0055, 0.0035
Si, -0.0008, 0.0047, 0.0014
Si, 0.0048, -0.0027, 0.0053
Si, 0.0017, -0.0015, 0.0094
Si, 0.0038, -0.002, 0.0059
Si, 0.0017, -0.0017, 0.0073
Si, -0.0027, 0.0022, 0.0073
Si, -0.0092, 0.0081, -0.0015
Si, 0.0012, -0.0002, -0.0093
Si, -0.0073, -0.0046, -0.0056
Si, -0.0047, 0.0015, -0.0024
Si, -0.0038, -0.0046, -0.0092
Si, -0.011, 0.0036, -0.0088
Si, 0.0077, 0.0103, -0.0028
Si, -0.0071, -0.0056, -0.0036
Si, -0.0108, -0.0074, -0.0002
Si, -0.0021, -0.0047, 0.0093
Si, 0.012, -0.0027, 0.0099
Si, 0.0023, 0.0046, 0.0096
Si, 0.0046, 0.0076, 0.006
Si, -0.0023, 0.0021, 0.022
Si, 0.0057, 0.0004, -0.0041
Si, 0.0116, 0.0006, 0.0103
O, -0.0042, 0.0009, -0.003
O, 0.0012, 0.0019, 0.0009
O, -0.0078, -0.0004, -0.0051
O, -0.0057, 0.004, 0.0025
O, -0.0033, 0.0003, 0.0005
O, 0.0027, 0.002, -0.0027
O, 0.0006, -0.0031, -0.0053
O, -0.0017, 0.0027, 0.004
O, 0.0037, -0.002, 0.0017
O, -0.0034, -0.0101, -0.0081
O, -0.0016, 0.0024, -0.0058
N, -0.0091, -0.0047, -0.0146
O, 0.0026, 0.0053, -0.0037
O, 0.0016, 0.0018, -0.0078
O, 0.0089, 0.0021, -0.0099
O, 0.002, -0.0039, 0.001
O, -0.0009, -0.0027, 0.0057
O, -0.0018, 0.0017, 0.0015
O, -0.0018, -0.0005, 0.0078
O, 0.0025, 0.0007, 0.0102
O, 0.0016, -0.0002, 0.007
O, -0.002, 0.0006, 0.0091
O, -0.002, 0.0033, 0.0107
O, -0.0041, 0.002, 0.0034
Si, -0.001, -0.0012, 0.0029
Si, 0.0004, -0.0001, 0.0024
Si, 0, -0.0011, 0.0019
Si, 0.0015, -0.0002, -0.0021
Si, 0.0001, 0.002, 0.0004
Si, 0.0004, 0.0002, -0.0024
Si, 0.003, -0.0018, 0.0012
Si, 0.0014, 0.003, -0.0035
Si, -0.0021, -0.001, 0.0007
Si, 0.0011, -0.0007, -0.0003
Si, -0.0029, 0.0032, -0.0003
Si, -0.001, 0.0003, -0.0004
Si, 0.0047, -0.0018, 0.001
Si, -0.0012, 0.0011, 0.0016
Si, -0.0014, -0.0005, 0.0005
Si, 0.0002, 0.0012, -0.0017
Si, -0.0004, -0.0009, -0.0006
Si, 0.0016, 0.005, -0.0002
Si, 0.0001, 0.0014, -0.0009
Si, -0.0027, 0.0018, -0.0022
Si, 0.0008, -0.0003, 0.0021
Si, -0.0006, -0.0015, 0.0013
Si, -0.0023, -0.0021, 0.0003
Si, -0.0015, -0.0007, -0.0028
Si, -0.0006, -0.0024, -0.0015
Si, -0.0018, -0.0009, -0.0039
Si, 0.0022, 0.0017, 0.0004
Si, -0.0003, -0.0016, -0.0006
Si, -0.0004, -0.0013, 0.0005
Si, -0.0009, 0.0071, 0.0062
Si, -0.0013, -0.0003, -0.0025
Si, -0.0003, 0.0017, -0.0004
Si, 0.0006, -0.0021, 0.0007
Si, -0.0004, -0.0016, -0.0015
Si, -0.0008, 0, 0.0011
Si, -0.0014, -0.0015, 0.0016
Si, -0.0001, -0.0014, -0.0023
O, -0.0005, -0.0003, 0.0013
O, 0.0024, -0.0019, 0.0006
O, -0.0023, -0.0007, -0.0002
O, -0.0013, 0.0001, -0.001
O, -0.0006, -0.0004, 0.0015
O, -0.0045, -0.0019, 0.0014
O, -0.001, -0.0024, 0.0018
O, -0.0012, -0.0003, 0.0021
O, -0.0013, -0.0006, 0.0012
O, -0.0022, -0.0017, 0.0002
O, -0.001, -0.0008, 0.0007
O, -0.0009, -0.0001, 0.0034
O, -0.0001, -0.0007, 0.0022
O, -0.001, 0.0006, 0.0016
O, -0.0013, 0.0021, 0.0015
O, -0.0022, -0.0014, 0.0028
O, -0.0021, -0.0003, -0.0018
O, 0.0006, 0.0011, 0.0033
O, -0.0005, -0.0015, 0.0006
O, -0.003, -0.0001, -0.0001
O, -0.0006, 0.0003, 0.0012
O, 0.0019, -0.0018, 0.0038
O, -0.0018, 0.0001, 0.0015
O, 0.0006, 0.0032, -0.0096
O, -0.0005, -0.0003, 0.0025
O, -0.0021, -0.0009, 0.001
O, -0.0006, -0.002, 0.0014
O, -0.0045, -0.0029, -0.0009
O, 0.0007, 0, 0.002
O, -0.0006, -0.0002, 0.0008
O, -0.0049, -0.0052, 0.0026
O, 0.0018, 0.0002, 0.0023
O, 0, -0.0018, 0.0004
O, -0.0007, -0.0002, 0.0005
O, -0.0005, -0.0009, 0.0003
O, -0.0023, 0.0008, 0.0014
O, -0.0012, 0.0021, -0.0026
O, -0.0013, -0.0004, 0.0008
O, -0.0011, -0.0002, 0.0027
O, -0.0004, 0.0003, -0.0014
O, -0.1243, 0.0262, 0.052
O, -0.0021, -0.0014, -0.0002
O, 0.0001, -0.0039, 0.003
O, -0.0013, 0.0006, 0.0016
O, -0.0012, -0.0013, 0.0029
O, -0.0011, -0.0003, 0.0011
O, -0.0013, 0.0006, -0.0003
O, -0.001, -0.0015, 0.0023
O, 0.0008, -0.0009, 0.0052
O, -0.0008, -0.0007, 0.002
O, 0.0016, 0.005, 0.0007
O, -0.0009, 0.0012, 0.001
O, -0.001, -0.0005, 0.0014
O, 0, -0.0021, -0.0001
O, -0.0005, -0.0009, 0.0001
O, -0.0001, 0.0009, 0.0017
O, -0.0019, 0.002, 0.0012
O, -0.0008, -0.0002, 0.0008
O, 0, 0.0025, -0.0018
O, -0.0007, 0.0002, 0.0009
O, -0.002, 0.0002, 0.0017
O, -0.0022, -0.0003, -0.0003
O, -0.0031, 0, 0.0042
O, -0.002, 0.0002, 0.0011
O, -0.0022, 0.0001, 0.0026
O, 0.0012, -0.0001, 0.0017
H, 0.123, -0.0325, -0.0545

The program warned: the cutoff lies below the one the program advises for these potential files; the exchange-correlation potential is rough where the density is thin.
